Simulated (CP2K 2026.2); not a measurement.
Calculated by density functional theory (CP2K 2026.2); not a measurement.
Periodic cell of 547 atoms, Si316O221N10, from a study of silicon, its oxide and their interface. The atomic structure is a simulated model.
Doubt: the forces sum to 1.27 eV/angstrom along one axis rather than to zero, so they err by at least 0.0023 eV/angstrom per atom on average; the grid cutoff is modest.

Settings: functional PBE; method Gaussian and plane waves; basis set DZVP-MOLOPT-SR-GTH; pseudopotentials GTH-PBE; grid cutoff 350 Ry, relative cutoff 50 Ry; k points Gamma only; occupations fixed; spin none; net charge 0.

Cell vectors (angstrom)
a 16.332 0 0
b 0 16.332 0
c 0 0 34.2653

Atoms and the computed forces on them: element, x, y, z (angstrom), force x, y, z (eV/angstrom)
Si 16.147 0.478 0.076 0.154 -0.299 0.759
Si 3.198 2.743 34.111 -0.402 0.097 0.686
Si 15.789 5.687 34.26 0.412 -0.19 0.689
Si 2.356 8.53 0.313 0.012 -0.276 0.811
Si 0.176 10.722 0.46 -0.082 0.034 0.717
Si 2.913 13.366 0.049 -0.058 0.159 0.662
Si 5.177 0.319 0.124 -0.021 -0.078 0.74
Si 7.891 2.907 0.115 0.146 -0.135 0.744
Si 5.696 5.122 0.151 -0.091 0.194 0.776
Si 8.126 7.985 34.125 -0.144 0.291 0.687
Si 5.07 11.058 34.263 0.219 -0.108 0.769
Si 8.344 13.252 34.196 -0.07 0.197 0.773
Si 11.09 16.148 0.063 -0.229 0.055 0.781
Si 13.814 2.603 0.163 -0.236 0.134 0.749
Si 10.387 5.745 0.042 0.246 -0.032 0.715
Si 13.754 8.118 0.059 -0.311 0.076 0.665
Si 10.537 10.998 34.152 0.243 -0.076 0.757
Si 13.294 13.881 34.234 0.242 -0.138 0.802
Si 1.454 1.636 1.239 0.055 -0.006 -0.044
Si 4.159 4.057 1.51 -0.003 -0.026 -0.049
Si 1.25 6.709 1.26 0.004 0.012 -0.064
Si 3.993 9.626 1.533 0.015 0.012 -0.067
Si 1.428 12.314 1.549 0.01 0.016 -0.023
Si 4.003 15.026 1.335 0.019 -0.021 -0.033
Si 6.74 1.395 1.476 0.004 0.012 -0.04
Si 9.436 4.108 1.398 -0.02 -0.014 -0.034
Si 6.717 6.845 1.334 0.001 -0.001 -0.062
Si 9.35 9.518 1.251 0.003 -0.029 -0.061
Si 6.732 12.193 1.277 -0.026 0.013 -0.025
Si 9.462 14.918 1.25 0.002 -0.035 -0.034
Si 12.203 1.404 1.369 0.012 -0.026 -0.062
Si 14.874 4.169 1.528 0.005 -0.001 -0.035
Si 12.109 6.878 1.268 -0.009 -0.027 -0.066
Si 14.873 9.525 1.548 0.001 -0.014 -0.02
Si 12.168 12.206 1.207 -0.022 0.004 -0.066
Si 14.994 15.032 1.214 -0.033 0.003 -0.048
Si 0.063 2.846 2.733 -0.024 -0.042 0.013
Si 2.647 0.096 2.663 -0.013 0.035 -0.012
Si 16.283 8.084 2.767 0.025 -0.023 0.025
Si 2.675 5.448 2.683 -0.018 0.035 -0.001
Si 16.285 13.705 2.699 -0.018 0.018 0.008
Si 2.736 10.973 2.938 -0.032 -0.015 0.055
Si 5.441 2.709 2.901 0.009 0.016 0.022
Si 8.154 16.297 2.678 0.003 -0.01 0.008
Si 5.385 8.179 2.732 0.007 0.015 0.017
Si 8.094 5.498 2.746 -0.015 0.008 0.042
Si 5.445 13.662 2.656 0.013 0 0.003
Si 8.06 10.856 2.687 0.017 0.023 0.008
Si 10.837 2.752 2.717 0.009 -0.005 0.003
Si 13.628 0.021 2.672 0.016 -0.015 0.023
Si 10.796 8.24 2.657 0.007 0.018 0.021
Si 13.429 5.517 2.752 -0.023 0.023 -0.004
Si 10.842 13.575 2.64 0.018 0.002 0.024
Si 13.499 10.956 2.729 -0.013 0.026 0.017
Si 1.376 4.137 4.136 0.019 -0.009 0.007
Si 4.032 1.33 4.138 -0.005 -0.004 -0.007
Si 1.327 9.499 4.12 0.029 -0.003 -0.018
Si 4.031 6.808 4.065 -0.011 -0.019 0.001
Si 1.313 15.059 4.06 0.003 0 -0.012
Si 4.151 12.347 4.154 0.017 0.016 0.004
Si 6.799 4.127 4.161 -0.018 0.006 -0.004
Si 9.499 1.349 4.055 -0.02 0.009 0
Si 6.77 9.51 4.096 0.013 -0.01 -0.002
Si 9.502 6.844 4.069 0.01 0.005 -0.032
Si 6.801 14.973 4.072 -0.017 -0.019 0.008
Si 9.482 12.225 4.022 0 0.012 -0.005
Si 12.169 4.091 4.112 0 0.021 0.031
Si 14.999 1.4 4.024 -0.013 -0.009 -0.017
Si 12.167 9.563 4.068 -0.015 -0.023 0.001
Si 14.881 6.793 4.123 0.014 -0.019 -0.015
Si 12.234 14.96 4.006 -0.002 0.003 -0.031
Si 14.93 12.296 4.046 0.024 -0.008 0.002
Si 16.301 0.046 5.445 0 0.015 0.011
Si 2.709 2.737 5.481 -0.006 0.006 0.013
Si 16.286 5.444 5.463 0.008 0.014 0.013
Si 2.716 8.162 5.465 -0.01 -0.009 0.02
Si 16.295 10.905 5.417 -0.033 0.009 0.01
Si 2.715 13.697 5.428 -0.011 0.023 0.008
Si 5.43 16.316 5.462 0.002 0.001 0.011
Si 8.164 2.722 5.462 -0.001 -0.01 0
Si 5.407 5.476 5.466 -0.003 0.018 0.01
Si 8.158 8.183 5.456 -0.008 -0.01 0.012
Si 5.477 10.911 5.468 -0.007 -0.004 0.01
Si 8.173 13.602 5.415 0.008 -0.01 -0.003
Si 10.888 16.321 5.399 0.007 -0.017 -0.003
Si 13.602 2.722 5.405 0.029 0.002 0.004
Si 10.831 5.464 5.457 -0.002 0 0.016
Si 13.554 8.204 5.443 -0.026 0.016 0.013
Si 10.836 10.902 5.441 -0.005 0.013 0.006
Si 13.573 13.626 5.42 0.003 0.015 0
Si 1.336 1.376 6.82 -0.002 -0.008 0.007
Si 4.086 4.09 6.827 -0.001 -0.001 0.001
Si 1.341 6.794 6.803 -0.019 -0.01 0.001
Si 4.116 9.525 6.797 0 0.003 0.004
Si 1.376 12.27 6.753 0.025 0.008 -0.01
Si 4.072 14.99 6.849 -0.002 -0.008 0.007
Si 6.789 1.364 6.817 -0.014 -0.001 0.009
Si 9.504 4.089 6.835 -0.001 0.001 0.007
Si 6.802 6.82 6.812 0.005 0.005 0.002
Si 9.526 9.529 6.826 0.008 0.003 0.002
Si 6.864 12.242 6.818 0.012 0.004 -0.003
Si 9.543 14.958 6.785 -0.008 -0.014 0.008
Si 12.252 1.342 6.776 0.006 -0.005 -0.004
Si 14.954 4.052 6.808 -0.003 -0.015 -0.006
Si 12.223 6.804 6.806 -0.003 -0.018 -0.003
Si 14.958 9.54 6.795 0.014 -0.001 0.008
Si 12.234 12.245 6.79 -0.013 -0.011 0.001
Si 14.943 14.979 6.775 0 -0.004 -0.002
Si 16.295 2.691 8.19 0.005 -0.009 0.003
Si 2.716 0.049 8.194 -0.017 0.016 0
Si 0.001 8.158 8.155 0.004 0.008 0.005
Si 2.712 5.444 8.164 -0.013 -0.004 -0.003
Si 0.011 13.631 8.108 -0.024 0.007 -0.014
Si 2.752 10.893 8.118 0.006 0.004 0.007
Si 5.443 2.74 8.2 0.001 0.001 -0.001
Si 8.172 16.317 8.143 0.001 0.002 -0.019
Si 5.499 8.197 8.187 0 0.004 -0.002
Si 8.134 5.451 8.199 -0.02 -0.006 0.005
Si 5.467 13.585 8.14 0.007 -0.02 -0.011
Si 8.224 10.904 8.212 -0.015 0.02 0.009
Si 10.9 2.717 8.144 -0.005 0.017 -0.012
Si 13.585 16.296 8.17 0.004 -0.001 0.003
Si 10.87 8.143 8.185 0 0.002 -0.004
Si 13.608 5.434 8.147 -0.005 0.01 -0.002
Si 10.896 13.594 8.181 0.009 0.007 -0.004
Si 13.61 10.888 8.153 0.004 0.001 -0.008
Si 1.363 4.048 9.503 -0.019 0.006 0.003
Si 4.068 1.411 9.577 0.001 0.031 0.002
Si 1.422 9.505 9.47 -0.002 -0.008 -0.02
Si 4.107 6.82 9.486 0.005 -0.011 0.005
Si 1.344 14.99 9.503 0.013 -0.006 -0.005
Si 4.162 12.189 9.502 -0.006 -0.024 -0.009
Si 6.786 4.101 9.585 -0.006 -0.01 0.004
Si 9.533 1.355 9.495 -0.007 0.002 -0.006
Si 6.896 9.536 9.572 0.011 -0.02 0.006
Si 9.497 6.801 9.575 -0.008 0.006 0.004
Si 6.814 14.943 9.496 -0.014 -0.005 -0.011
Si 9.6 12.231 9.603 0.002 -0.028 0.022
Si 12.257 4.075 9.512 0.025 -0.01 -0.016
Si 14.94 1.299 9.545 0.001 0.012 0.001
Si 12.299 9.466 9.502 0.021 0.017 0.006
Si 14.988 6.769 9.518 0.018 -0.01 -0.017
Si 12.261 14.918 9.569 0.001 0.007 0.016
Si 15.022 12.246 9.47 -0.003 -0.01 0.002
Si 16.317 16.306 10.942 -0.013 0.008 0.012
Si 2.68 2.765 10.968 -0.002 0.01 0.016
Si 0.043 5.402 10.855 0.01 -0.001 0.006
Si 2.831 8.206 10.864 -0.017 0.039 0.021
Si 0.052 10.848 10.786 0.006 0.022 0.016
Si 2.76 13.581 10.736 0.003 -0.004 -0.009
Si 5.456 16.321 10.832 0.003 0.01 0.012
Si 8.197 2.719 10.881 -0.011 -0.007 0.012
Si 5.385 5.48 10.921 -0.006 0.004 0.013
Si 8.213 8.191 11.01 -0.007 0.017 0.041
Si 5.548 10.865 10.942 -0.017 0.015 0.014
Si 8.162 13.603 10.9 0.006 0.015 -0.021
Si 10.858 16.31 10.871 -0.005 -0.016 -0.009
Si 13.575 2.677 10.873 -0.014 0.005 0.015
Si 10.902 5.434 10.875 -0.004 -0.013 -0.026
Si 13.64 8.107 10.898 -0.002 -0.014 0.028
Si 11.022 10.81 10.908 0.002 0.026 0.011
Si 13.699 13.549 10.902 -0.011 -0.022 -0.01
Si 1.316 1.369 12.32 -0.021 -0.01 -0.017
Si 3.971 4.214 12.349 -0.017 0.03 -0.02
Si 1.472 6.795 12.13 -0.033 -0.076 -0.049
Si 4.237 9.483 12.326 0.013 -0.065 -0.024
Si 1.489 12.171 12.074 0.011 0.01 -0.048
Si 4.057 14.935 12.111 0.009 0 -0.046
Si 6.805 1.348 12.192 0.016 -0.023 -0.025
Si 9.578 4.074 12.246 0.004 -0.03 -0.017
Si 6.702 6.863 12.297 0 0.022 -0.066
Si 9.752 9.473 12.363 0.009 -0.038 -0.039
Si 6.903 12.225 12.333 0.006 0.001 0.002
Si 9.475 14.992 12.249 -0.029 0.052 -0.004
Si 12.184 1.329 12.249 0.006 0.022 -0.022
Si 15.015 3.989 12.177 0.002 -0.002 -0.053
Si 12.254 6.75 12.277 0.003 0.001 -0.006
Si 15.092 9.46 12.172 0.024 0.014 -0.025
Si 12.478 12.068 12.267 0.051 -0.052 -0.042
Si 15.017 14.887 12.328 -0.008 -0.002 0.008
Si 16.296 2.743 13.722 -0.008 -0.01 0.033
Si 2.662 16.2 13.524 -0.023 -0.034 0.034
Si 0.175 8.118 13.476 0.033 -0.031 0.002
Si 2.653 5.667 13.801 0.013 0.034 0.064
Si 0.155 13.391 13.508 -0.021 0.023 0.023
Si 2.869 10.921 13.522 -0.033 -0.001 0.03
Si 5.357 2.72 13.461 -0.035 -0.026 0.011
Si 8.117 0.037 13.698 0.016 -0.02 0.064
Si 5.447 8.139 13.915 0.012 -0.012 0.084
Si 8.148 5.487 13.458 -0.015 0.037 0.031
Si 5.413 13.639 13.52 0.011 -0.021 0.055
Si 8.386 10.87 13.662 -0.002 0.02 0.043
Si 10.855 2.679 13.698 -0.001 -0.016 0.035
Si 13.58 16.326 13.594 0.002 0.022 0.009
Si 11.089 8.075 13.865 -0.026 0.049 0.01
Si 13.65 5.322 13.495 0.002 -0.026 0.036
Si 10.966 13.51 13.292 0.009 -0.016 -0.004
Si 13.876 10.668 13.746 -0.097 0.062 0.044
Si 0.933 4.544 14.969 0.067 -0.053 -0.794
Si 4.154 1.151 14.72 -0.009 0.14 -0.669
Si 1.592 9.475 14.802 0.213 -0.268 -0.475
Si 3.711 7.214 15.466 0.133 -0.071 -0.653
Si 1.605 14.564 14.889 -0.087 0.137 -0.71
Si 3.939 12.505 14.926 0.095 -0.105 -0.761
Si 6.862 3.991 14.673 -0.096 0.077 -0.647
Si 9.088 1.755 15.033 0.314 -0.301 -0.7
Si 7.263 9.281 14.951 -0.25 -0.043 -0.763
Si 9.305 6.904 14.918 0.236 -0.024 -0.651
Si 6.361 15.291 14.852 0.28 -0.093 -0.735
Si 9.947 12.182 14.886 -0.234 -0.105 -0.715
Si 12.567 3.757 14.892 -0.153 0.118 -0.777
Si 14.716 1.496 14.995 0.204 -0.101 -0.698
Si 12.97 8.97 15.186 -0.252 0.135 -0.709
Si 15.087 6.712 14.683 0.006 0.003 -0.482
Si 12.24 14.779 14.709 -0.075 0.276 -0.584
Si 15.724 11.641 14.902 -0.213 0.013 -0.732
Si 0.799 5.431 19.767 0.004 0.065 -0.235
Si 9.439 4.303 27.699 0.099 -0.017 0.056
Si 4.748 2.843 21.046 0.039 0.03 -0.09
Si 0.514 4.327 24.634 -0.17 0.236 0.001
Si 3.179 9.29 17.56 -0.11 0.021 -0.645
Si 10.142 13.54 19.519 -0.056 0.187 -0.131
Si 12.042 5.736 21.476 -0.029 0.065 -0.326
Si 2.06 10.101 20.035 0.227 -0.009 -0.172
Si 12.611 3.961 24.912 0.11 -0.152 -0.002
Si 2.763 2.915 16.939 0.028 0.04 -0.191
Si 11.994 11.087 17.05 0.106 -0.083 -0.249
Si 11.091 7.212 19.145 0.144 -0.066 0.008
Si 14.093 13.264 16.624 -0.05 0.084 0.002
Si 9.856 4.83 19.707 0.016 -0.109 -0.071
Si 9.554 3.468 24.791 -0.006 0.038 0.052
Si 13.693 1.842 26.835 0.115 0.047 0.244
Si 10.938 10.046 19.641 0.045 -0.032 -0.084
Si 8.413 1.412 17.948 -0.008 -0.127 -0.175
Si 15.23 0.505 21.802 0.07 0.19 -0.189
Si 3.113 10.445 24.181 -0.159 -0.005 0.112
Si 10.896 5.285 17.077 -0.079 -0.054 -0.126
Si 3.945 2.409 27.281 0.214 0.002 0.173
Si 16.112 3.041 20.742 -0.04 -0.127 -0.333
Si 7.267 12.688 19.223 -0.024 0.091 -0.27
Si 9.196 9.593 22.013 0.041 0.058 -0.105
Si 7.345 15.167 17.642 -0.082 -0.032 -0.11
Si 6.6 13.092 22.13 0.05 -0.024 -0.089
Si 4.023 9.303 26.874 0.12 0.238 0.055
Si 2.512 14.494 31.464 0.036 0.035 0.203
Si 14.509 13.775 31.485 0.05 -0.053 0.18
Si 16.095 1.31 24.759 -0.106 -0.023 0.115
Si 5.166 4.916 17.189 -0.045 0.217 -0.212
Si 1.534 0.402 27.015 -0.003 -0.033 -0.012
Si 9.779 0.732 23.276 0.225 -0.02 -0.148
Si 11.881 5.682 28.843 0.096 0.024 0.221
Si 13.101 8.471 20.94 -0.2 -0.064 -0.15
Si 15.827 15.693 17.042 -0.053 -0.118 -0.294
Si 3.079 5.898 24.067 -0.052 0.193 -0.133
Si 14.383 11.207 24.769 0.236 -0.05 0.031
Si 3.143 6.493 18.418 0.121 -0.215 -0.349
Si 3.493 12.298 29.372 -0.076 0.044 0.177
Si 15.551 8.81 25.681 -0.028 0.081 -0.061
Si 6.761 8.047 22.613 -0.029 -0.046 0.049
Si 10.975 12.323 24.54 -0.014 0.048 0.037
Si 11.697 5.931 31.79 0.06 -0.03 0.144
Si 5.697 10.896 17.083 -0.073 0.072 -0.154
Si 14.475 3.812 29.098 -0.236 -0.104 0.038
Si 7.489 15.501 23.5 -0.064 -0.021 0.082
Si 3.816 8.316 22.159 -0.253 -0.06 -0.167
Si 0.037 16.134 31.468 0.116 -0.01 0.102
Si 5.894 10.619 29.149 -0.055 -0.069 0.201
Si 14.273 4.426 32.106 0.064 0.078 0.246
Si 7.087 3.796 19.282 -0.053 0.076 -0.219
Si 14.477 6.163 25.28 0.08 -0.035 -0.075
Si 3.348 5.512 21.227 0.048 0.12 -0.081
Si 1.878 7.398 26.614 0.042 -0.087 0.087
Si 13.967 10.583 27.487 -0.138 0.045 0.085
Si 11.369 0.031 27.885 0.027 0.06 0.183
Si 16.105 11.382 31.882 0.078 0.023 0.139
Si 11.721 13.75 26.901 -0.006 0.04 0.077
Si 9.189 1.778 29.23 -0.15 -0.117 0.193
Si 7.991 6.092 24.309 -0.095 0.008 0.112
Si 8.273 11.677 24.202 -0.034 -0.013 -0.075
Si 10.621 7.41 23.577 -0.051 -0.004 -0.116
Si 0.073 5.333 27.397 -0.083 -0.045 0.099
Si 5.075 4.405 29.122 -0.015 0.095 0.123
Si 12.549 8.779 29.102 -0.16 0.061 -0.018
Si 3.636 14.67 27.675 -0.023 -0.061 0.183
Si 5.535 1.4 23.481 -0.033 -0.049 0.068
Si 5.127 3.82 25.085 -0.072 0.073 0.075
Si 14.535 4.471 22.918 -0.065 0.094 0.016
Si 11.872 8.988 32.082 0.073 0.051 0.214
Si 2.297 1.759 19.659 -0.038 -0.029 -0.12
Si 3.825 4.983 32.01 -0.123 -0.283 0.364
Si 8.061 10.389 27.064 0.029 0.081 0.049
Si 9.227 1.029 32.196 -0.092 0.009 0.281
Si 1.36 13.048 21.116 0.031 -0.145 -0.19
Si 14.971 12.32 22.248 -0.028 0.012 -0.07
Si 16.117 8.257 20.791 0.044 -0.105 0.095
Si 4.891 15.779 30.4 0.004 0.012 0.139
Si 11.026 10.88 27.151 0.199 -0.156 0.099
Si 6.735 5.456 26.991 -0.149 0.159 0.064
Si 13.117 8.617 24.105 0.116 -0.072 0.049
Si 13.37 14.861 29.004 -0.018 -0.018 0.202
Si 4.975 15.272 24.993 0.095 0.013 -0.052
Si 15.18 9.812 29.762 0.082 0.056 0.149
Si 3.428 7.8 31.72 -0.006 -0.028 0.05
Si 6.56 8.172 25.627 0.069 -0.078 -0.038
Si 7.006 15.147 32.213 -0.023 -0.063 0.151
Si 9.932 0.16 20.378 -0.019 -0.069 -0.253
Si 12.185 16.071 22.028 -0.073 0.142 -0.126
Si 3.756 13.276 23.047 -0.068 -0.081 -0.07
Si 0.146 9.953 23.16 -0.109 -0.117 0.042
Si 15.412 0.904 28.969 -0.241 0.184 0.236
Si 12.078 12.982 21.835 -0.006 0.089 -0.096
Si 0.901 15.588 19.803 -0.042 0.006 -0.214
Si 6.179 1.746 29.03 -0.038 -0.058 0.106
Si 1.736 9.985 30.218 -0.086 0.045 0.229
Si 10.173 14.394 16.843 0.109 -0.028 -0.289
Si 6.128 9.146 31.907 0.077 0.013 0.34
O 10.941 5.063 32.925 0.032 -0.587 -0.265
O 3.156 8.245 33.224 0.129 0.181 0.125
O 12.079 7.291 28.668 -0.122 0.221 -0.152
O 4.269 15.316 29.005 -0.194 -0.001 -0.097
O 15.038 15.269 31.77 -0.232 0.289 0.257
O 8.487 2.185 33.049 0.175 0.304 -0.191
O 13.356 13.714 15.258 0.183 -0.548 -0.496
O 15.782 12.816 31.218 0.369 0.222 -0.488
O 1.205 15.212 30.831 -0.205 0.126 -0.438
O 5.663 5.666 28.237 -0.044 0.605 0.111
O 2.204 13.974 32.972 -0.318 -0.208 -0.018
O 5.297 1.567 27.671 -0.02 -0.483 -0.447
O 4.18 1.472 33.749 -0.135 -0.315 -0.353
O 10.186 1.031 28.221 0.057 0.014 -0.475
O 5.386 8.149 21.787 0.028 0.098 -0.665
O 13.306 5.722 31.904 0.215 0.364 -0.19
O 3.441 13.089 27.96 -0.165 -0.232 -0.623
O 15.891 11.529 33.458 -0.218 0.442 -0.014
O 2.813 8.402 27.45 -0.17 0.159 0.486
O 10.984 10.13 32.824 -0.301 -0.122 -0.621
O 12.203 15.048 33.867 -0.046 0.09 -0.489
O 7.415 8.512 32.719 -0.117 -0.097 -0.313
O 0.945 0.484 25.509 0.128 -0.151 -0.196
O 13.443 3.396 33.052 -0.559 0.089 -0.084
O 7.182 11.036 28.263 0.192 0.604 0.095
O 5.405 0.977 30.242 -0.048 0.313 0.321
O 0.646 8.125 25.87 0.103 0.054 -0.334
N 15.431 5.239 24.187 0.117 0.165 -0.151
O 14.688 11.082 28.849 0.166 0.519 0.156
O 3.898 14.397 24.182 -0.338 -0.004 -0.007
O 15.68 4.882 32.813 0.287 -0.333 -0.45
O 13.071 12.26 17.357 0.137 -0.026 0.639
O 2.664 1.481 27.379 -0.145 0.053 0.313
N 2.703 8.673 15.958 0.022 0.073 0.228
O 3.909 6.091 19.802 0.555 0.274 0.007
O 3.079 9.226 21.003 0.032 -0.07 -0.051
O 14.545 3.693 30.707 0.196 -0.57 -0.162
O 13.611 12.614 21.428 0.085 -0.287 -0.627
O 11.911 14.508 22.295 -0.196 0.029 0.17
O 3.261 1.763 15.931 -0.466 0.039 0.204
O 8.968 10.538 23.291 0.053 -0.003 0.24
O 0.704 15.109 16.135 -0.008 0.181 0.158
O 15.062 1.81 20.818 -0.551 -0.203 -0.328
O 2.554 10.984 29.253 -0.039 -0.202 -0.552
O 1.684 5.752 18.432 -0.143 -0.018 -0.522
O 4.725 14.978 26.54 0.479 -0.031 0.2
N 12.367 9.982 27.829 -0.159 -0.079 -0.067
O 11.074 3.901 24.502 -0.099 0.4 -0.369
O 9.42 1.079 19.169 0.459 0.379 0.262
O 11.543 0.217 20.606 0.515 0.239 -0.364
O 11.687 8.057 24.597 -0.2 0.226 0.524
O 6.175 4.896 18.477 0.156 0.409 0.357
O 15.115 6.089 26.767 -0.196 0.374 0.247
O 6.067 4.772 15.864 -0.262 0.253 -0.099
O 14.024 11.668 26.289 0.091 0.35 0.208
O 4.758 11.888 16.201 0.121 0.361 0.149
O 11.399 0.536 23.222 0.255 -0.031 0.418
O 12.962 3.156 26.261 -0.283 0.173 0.381
O 13.619 2.628 15.457 -0.107 0.09 0.314
O 2.789 13.562 15.461 0.094 -0.048 0.425
O 3.941 2.978 25.775 -0.73 -0.117 -0.242
N 12.218 7.094 20.422 0.21 -0.081 -0.049
N 4.127 6.315 16.985 0.03 -0.066 0.195
O 7.688 2.833 18.14 -0.174 0.094 -0.223
O 1.351 14.037 19.83 0.3 -0.267 -0.432
O 14.073 7.763 15.493 -0.063 -0.174 0.488
O 9.007 15.806 23.964 0.335 -0.194 0.678
O 16.289 15.868 21.078 0.001 -0.239 0.317
O 8.475 4.555 24.257 -0.199 -0.16 -0.373
O 14.617 14.626 17.317 -0.058 0.168 0.262
O 14.138 8.612 29.477 0.082 -0.734 -0.155
O 11.673 6.503 17.807 0.429 0.228 -0.013
O 4.26 4.257 21.668 0.012 0.08 0.578
O 11.596 12.059 23.07 -0.081 -0.341 -0.102
O 6.436 11.675 18.283 0.114 -0.173 0.176
O 1.234 2.339 20.728 0.141 -0.004 0.489
O 6.869 10.195 16.234 0.461 0.306 0.361
O 11.955 4.471 16.207 0.206 0.1 0.245
O 0.398 9.43 29.478 0.23 -0.27 -0.609
O 1.262 10.879 31.498 0.529 0.263 0.481
O 13.533 3.416 23.676 -0.165 -0.702 -0.289
O 9.728 5.932 16.161 -0.396 -0.076 0.303
O 4.48 5.132 24.408 0.446 0.079 -0.117
O 2.249 0.155 19.814 0.462 -0.225 -0.07
O 8.284 8.086 15.449 -0.096 -0.037 0.252
O 6.699 14.593 16.286 0.041 -0.47 0.082
O 16.208 13.202 21.756 -0.085 0.31 0.116
O 6.278 3.331 29.326 0.679 0.11 0.012
O 10.795 15.068 27.098 -0.515 -0.118 -0.54
O 11.076 11.343 15.73 0.056 -0.46 -0.056
O 13.76 16.23 21.95 0.172 -0.037 -0.142
O 13.149 14.074 27.605 0.514 -0.286 -0.43
O 8.949 15.226 17.433 0.007 0.36 0.214
O 12.536 0.723 26.993 -0.066 -0.135 -0.469
O 4.672 1.677 22.153 -0.308 -0.222 0.028
O 10.625 8.694 18.821 -0.236 -0.093 -0.167
O 0.32 2.761 24.371 0.307 -0.02 -0.31
O 9.273 0.757 21.728 -0.506 0.439 0.15
O 5.297 0.129 15.287 -0.024 0.09 0.331
O 6.847 14.216 18.841 -0.39 0.134 0.41
O 9.397 13.247 15.994 -0.589 0.154 0.297
O 9.578 14.919 20.171 -0.278 -0.121 0.234
O 12.696 9.663 16.661 0.027 -0.141 0.557
O 12.068 15.806 29.25 -0.151 0.316 0.533
O 3.757 2.35 19.893 0.154 0.168 -0.511
O 5.537 10.303 32.892 -0.157 -0.086 -0.237
O 1.777 11.55 20.694 0.178 0.1 0.277
O 0.689 9.27 19.934 -0.366 0.106 -0.177
O 2.491 10.448 18.479 -0.372 0.684 0.109
O 15.554 10.811 22.119 0.107 -0.374 -0.607
O 10.297 8.493 22.421 0.264 0.134 -0.001
O 13.543 5.288 21.919 0.03 -0.017 -0.053
O 9.432 12.807 24.349 -0.066 0.654 -0.172
O 0.052 6.733 20.334 -0.118 -0.073 -0.048
O 9.338 1.396 16.604 0.59 -0.283 0.385
O 0.147 8.503 22.386 0.356 -0.319 0.241
O 9.736 6.44 19.59 -0.629 0.455 0.338
O 11.226 15.234 15.936 -0.002 0.309 0.147
O 3.873 3.668 28.312 -0.568 0.146 -0.002
O 1.858 4.979 20.904 -0.038 -0.295 0.38
O 6.204 3.026 20.388 0.233 -0.145 0.314
O 13.235 4.795 28.706 0.151 -0.117 -0.377
O 12.323 9.818 20.461 0.392 0.3 0.315
O 6.169 14.874 30.856 0.191 -0.346 -0.538
O 0.475 10.514 15.44 -0.014 0.052 0.364
O 15.732 0.683 23.323 0.17 -0.25 -0.058
O 14.918 9.338 27.056 -0.009 -0.167 0.377
O 5.027 11.874 29.705 0.207 0.456 0.509
O 15.394 12.382 16.311 0.364 0.03 0.431
O 7.111 0.407 17.918 -0.469 0.349 0.036
O 13.246 8.332 22.53 0.414 -0.117 0.09
O 4.546 4.677 30.61 0.109 -0.018 -0.299
O 4.861 9.878 28.127 -0.319 -0.302 -0.241
O 4.102 3.706 17.397 -0.012 -0.116 0.29
O 1.958 2.224 18.149 -0.496 -0.291 0.148
O 7.508 8.921 26.699 -0.007 -0.309 0.415
O 10.967 13.878 18.154 0.722 -0.291 0.209
O 9.738 10.35 20.686 -0.333 0.487 -0.05
O 7.963 2.924 15.212 0.052 0.004 0.288
O 12.993 5.513 25.201 -0.225 0.562 -0.113
O 16.11 5.642 15.467 -0.063 -0.118 0.523
O 11.122 4.587 20.728 0.403 -0.378 0.197
N 3.268 6.691 22.502 -0.106 0.041 0.127
O 9.336 2.059 24.061 -0.081 -0.132 0.206
O 6.957 12.337 20.758 0.194 -0.503 0.078
O 6.451 9.796 30.447 0.523 -0.149 -0.333
O 15.261 0.703 16.321 -0.044 0.08 0.41
O 14.593 12.502 23.829 0.027 0.549 0.214
O 2.944 13.238 30.56 0.099 -0.148 0.131
O 3.796 11.819 23.723 0.509 -0.019 0.217
O 2.406 13.554 22.228 -0.158 0.267 0.191
O 15.883 4.515 28.669 0.603 -0.056 0.444
O 14.654 15.812 28.863 0.046 -0.055 -0.127
O 6.002 15.906 33.217 0.067 -0.049 0.024
O 14.91 7.029 33.954 0.016 0.234 -0.366
O 15.753 3.865 22.074 0.172 0.144 0.464
O 9.648 1.564 30.753 0.348 0.067 -0.139
N 15.733 10.163 24.678 0.291 0.081 0.098
N 14.381 7.814 24.926 -0.033 -0.006 -0.056
O 1.866 4.831 23.9 0.104 0.011 -0.351
O 13.711 13.255 32.787 -0.293 -0.293 -0.079
O 8.389 4.32 20.112 0.023 0.201 0.742
O 9.318 7.022 24.429 0.101 0.255 0.388
O 7.882 11.247 25.704 -0.087 0.062 -0.03
O 7.449 14.463 22.259 0.442 0.124 -0.271
O 8.878 12.622 19.07 0.143 -0.524 -0.042
O 16.114 4.17 19.554 -0.412 -0.037 -0.57
O 2.722 6.783 25.375 0.216 0.382 -0.176
O 4.91 5.563 33.066 0.268 0.32 -0.252
O 6.719 8.732 24.104 0.018 0.635 -0.037
O 7.697 1.212 28.93 0.012 -0.563 -0.054
O 4.747 0.495 24.574 -0.217 0.399 0.392
O 5.035 8.343 26.077 -0.315 -0.449 -0.342
O 0.35 0.738 28.025 0.012 0.31 -0.165
O 6.525 14.897 24.664 0.418 -0.554 0.452
O 11.929 9.356 30.502 -0.505 0.465 -0.307
O 8.18 5.296 27.682 -0.064 0.166 0.078
O 0.685 4.387 26.248 0.289 -0.288 0.019
O 1.639 10.47 23.494 -0.14 0.13 -0.35
O 2.193 15.28 27.278 -0.291 -0.253 -0.246
O 0.081 16.033 18.489 -0.009 0.336 0.364
O 1.696 3.905 16.251 -0.01 0.15 0.657
N 14.407 2.213 28.398 -0.106 -0.006 -0.006
O 2.898 6.265 31.626 -0.627 0.1 -0.48
O 3.789 9.127 23.552 0.323 -0.386 0.371
O 14.811 1.347 25.767 -0.204 -0.026 0.144
O 11.123 11.066 18.407 -0.071 0.245 0.351
O 5.031 7.999 31.554 0.061 -0.461 -0.557
O 6.213 4.112 26.252 0.212 -0.57 -0.052
O 11.834 13.461 25.313 0.273 0.138 -0.399
O 10.808 5.162 27.757 0.022 0.385 -0.493
N 6.97 6.518 25.653 -0.057 0.029 -0.09
O 3.714 15.59 31.503 0.121 0.245 0.483
O 13.181 10.217 24.315 -0.376 0.031 0.113
O 1.261 6.382 27.716 0.392 0.024 0.634
O 5.024 13.393 22.061 -0.137 0.106 -0.397
O 3.075 3.703 32.74 -0.446 0.078 -0.522
O 2.876 8.054 18.536 -0.123 0.221 0.382
O 9.595 10.26 27.579 0.147 -0.163 0.446
O 11.222 6.124 22.814 -0.021 -0.33 0.082
O 8.261 16.103 31.954 0.045 -0.36 -0.342
O 9.482 12.176 33.681 0.007 -0.056 -0.551
O 14.904 1.473 33.987 -0.187 -0.203 -0.127
O 11.122 12.772 20.547 0.281 -0.561 0.104
O 14.597 8.556 20.374 0.042 0.31 -0.341
O 11.288 7.473 32.084 -0.234 0.018 0.075
O 7.814 8.837 21.684 -0.064 0.145 -0.676
O 0.579 0.278 32.908 0.721 -0.133 -0.25
O 10.995 11.009 25.516 -0.161 -0.563 -0.211
O 9.222 6.804 33.818 -0.121 -0.054 -0.093
O 13.241 8.87 32.962 0.45 0.158 -0.143
O 9.395 3.353 26.391 -0.134 -0.582 0.051
O 11.245 5.461 30.321 -0.687 -0.531 -0.086
O 6.958 12.178 23.416 -0.261 -0.322 0.144
O 4.752 9.667 17.546 0.354 -0.191 0.428
O 15.069 10.282 31.302 -0.593 -0.172 0.17
O 7.561 13.776 32.858 -0.048 -0.197 -0.324
O 2.647 8.743 30.676 -0.097 0.082 -0.479
O 15.958 1.033 30.498 0.177 0.419 0.053
O 1.18 9.573 34.147 -0.035 -0.005 -0.273
O 10.545 0.539 32.98 0.312 -0.05 -0.363
O 3.332 10.329 25.796 -0.3 0.256 0.057
O 5.9 2.864 24.046 0.343 0.32 -0.022
O 6.813 4.039 33.894 0.017 -0.008 -0.27
O 13.539 13.806 30.205 -0.468 -0.543 -0.087
O 11.115 12.437 27.643 -0.018 0.011 0.609
O 9.319 3.357 28.986 0.07 0.331 0.339
O 4.015 12.244 33.827 -0.188 0.105 -0.194
O 6.853 0.589 23.055 0.349 0.31 -0.508
O 7.226 6.508 22.923 -0.065 -0.463 -0.282
O 10.266 4.305 18.213 0 -0.535 0.008

Results
total energy: -133408.380 eV
total energy less fixed offsets of N -271.95, O -438.35, Si -107.03 eV per atom: 7.950 eV
